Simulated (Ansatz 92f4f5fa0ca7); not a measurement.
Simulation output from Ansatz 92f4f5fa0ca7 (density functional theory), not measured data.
Periodic cell of 237 atoms, Si146O90P1, from a study of silicon, its oxide and their interface. The atomic structure is a simulated model.
Doubt: the cutoff is far below the 930 eV that the study's wrapper takes by default for these files, so forces and energies are approximate.
This geometry differs little from another in the collection (a relaxation step or a small displacement).

Settings
functional: PBE
potential files: Ansatz PAW
basis: plane waves
wave-function cutoff: 580 eV
density cutoff ratio: 5
exchange-correlation grid ratio: 1
k mesh: 1 x 1 x 1, Gamma-centred
self-consistency stop: 5e-08 eV per atom in the density residual
occupations: fixed
spin: none
net charge: +1 e, with a uniform compensating background and no finite-size correction

Cell vectors (angstrom)
a	11.6015	0	0
b	0	10.938	0
c	0	0	32.0622

Atoms and the computed forces on them: element, x, y, z (angstrom), force x, y, z (eV/angstrom)
Si	-0.1926	-0.0577	23.2625	0.0139	0.0255	0.0069
Si	3.6617	0.2097	23.0906	-0.0086	0.0193	0.0204
Si	7.5493	-0.1061	23.4577	-0.0229	0.0146	0.0681
Si	1.6827	1.3877	23.4105	0.0138	-0.0284	0.018
Si	5.723	1.4101	23.1709	0.0412	-0.0241	0.025
Si	9.447	1.2337	23.3407	-0.0289	-0.0134	0.0284
Si	0.1433	5.302	23.4763	-0.0156	0.0364	0.0286
Si	4.1338	5.284	23.416	-0.0148	0.0329	0.0197
Si	8.0356	5.6191	23.537	0.0113	0.0168	0.0165
Si	2.154	6.5611	23.3775	0.0128	-0.0283	0.0046
Si	5.9732	6.7761	23.4887	-0.0011	-0.0199	-0.0023
Si	10.0066	6.8848	23.6001	0.009	-0.0341	0.0053
Si	1.8999	2.6553	25.3888	-0.0179	0.0152	-0.0059
Si	5.8534	2.6503	25.2401	0.0045	-0.0005	-0.035
Si	9.6024	2.6769	25.2545	0.0215	0.0109	-0.0362
Si	11.5839	3.9857	25.4023	0.0074	-0.0053	0.0023
Si	3.8952	3.953	25.3406	0.0228	-0.0107	0.0083
Si	7.7431	4.1116	25.3421	-0.0138	-0.0133	0.0085
Si	1.9723	8.1504	25.1807	-0.0058	-0.0152	-0.0022
Si	5.7702	8.1849	25.3794	-0.0403	-0.0373	0.0025
Si	9.7173	8.2743	25.452	-0.0271	-0.0123	-0.0052
Si	11.6413	9.568	25.2526	0.0128	0.0165	-0.0017
Si	3.8613	9.5935	25.0578	-0.0108	0.02	0.0039
Si	7.6892	9.5342	25.4322	0.0594	0.0617	-0.0473
Si	11.6406	-0.0305	27.2096	0.0183	0.0185	-0.0068
Si	3.9033	-0.0731	27.1149	0.0002	0.0173	0.0071
P	7.7568	-0.0253	27.2941	-0.0184	-0.0023	0.0384
Si	1.9816	1.3178	27.2909	0.0099	-0.0403	-0.0062
Si	5.838	1.3208	27.1939	-0.0068	-0.0007	0.0526
Si	9.6805	1.3326	27.2101	-0.0044	-0.0084	0.0298
Si	11.5879	5.466	27.2361	0.0004	0.0128	-0.0066
Si	3.8455	5.4182	27.2155	-0.007	0.0168	-0.0031
Si	7.7124	5.4646	27.273	0.0056	0.0165	-0.0125
Si	1.9343	6.8214	27.1628	-0.0001	-0.0002	0.0014
Si	5.7584	6.7967	27.2733	-0.0036	-0.0167	0.004
Si	9.6538	6.817	27.2944	0.002	-0.026	0.003
Si	1.9443	2.7173	29.1917	0.0154	0.0158	0.0143
Si	5.8142	2.716	29.1392	0.0037	-0.0132	-0.0299
Si	9.6636	2.7229	29.1591	-0.0008	-0.0035	-0.0215
Si	0.0099	4.0885	29.1539	-0.0094	-0.012	0.0043
Si	3.8703	4.084	29.1632	-0.0017	-0.0225	0.0042
Si	7.7352	4.0996	29.1925	-0.0089	-0.0116	0.0148
Si	1.9389	8.1793	29.1155	-0.0005	0.0103	-0.0194
Si	5.7872	8.1881	29.1741	-0.0186	0.0161	0.0151
Si	9.6781	8.1961	29.2043	0.0035	0.0174	0.0085
Si	0.0106	9.5573	29.1567	-0.0064	-0.0124	-0.0018
Si	3.8662	9.5594	29.1141	0.0174	-0.0106	-0.0203
Si	7.7333	9.5526	29.2077	0.0055	0.0175	-0.0136
Si	0.0055	-0.0021	31.0975	-0.0039	0.0135	0.0049
Si	3.8567	0.0024	31.0665	0.0038	0.0181	0.006
Si	7.7303	0.0275	31.1116	-0.0048	-0.0007	0.0047
Si	1.9299	1.3733	31.1271	-0.0019	-0.0136	-0.0128
Si	5.7883	1.3712	31.0776	0.0022	-0.004	-0.0054
Si	9.6756	1.3665	31.1027	-0.003	-0.0113	-0.0009
Si	-0.0001	5.4674	31.0864	0.0039	0.0038	0.0015
Si	3.8794	5.4737	31.094	-0.0034	0.0124	-0.0078
Si	7.7402	5.4716	31.1325	-0.0003	0.0005	-0.0011
Si	1.9385	6.8338	31.0649	0.0007	-0.0117	0.0076
Si	5.8117	6.8426	31.1216	0.0037	-0.003	-0.013
Si	9.6701	6.8386	31.147	-0.0029	-0.0098	-0.0098
Si	1.9307	2.7604	0.9897	0.0052	0.0025	0.0135
Si	5.795	2.7555	0.9379	0.0008	-0.0029	-0.0077
Si	9.6669	2.7415	0.9775	-0.0042	0.0036	0.0051
Si	-0.0141	4.1163	0.9624	-0.0061	0.0009	-0.0066
Si	3.8677	4.1252	0.9785	-0.004	-0.0047	0.0014
Si	7.7384	4.113	1.0043	0.0069	0.0063	0.0054
Si	1.9308	8.21	0.9425	-0.0005	0.0042	-0.0107
Si	5.7938	8.2304	0.9722	0.0013	0.0047	0.0015
Si	9.671	8.2236	1.0103	-0.0016	0.0107	0.0146
Si	0.0016	9.5897	0.9862	-0.0051	-0.0005	0.0052
Si	3.8566	9.5912	0.9618	0.0009	-0.0044	-0.0001
Si	7.7369	9.5756	0.9765	0.0027	0.0096	-0.0081
Si	11.6121	0.0388	2.9235	0.0006	0.0008	-0.0018
Si	3.8535	0.0266	2.9152	-0.0064	0.0047	-0.0016
Si	7.7405	0.0294	2.895	0.0024	-0.0086	0.0013
Si	1.9348	1.4107	2.9323	-0.001	-0.0012	-0.0055
Si	5.8092	1.3689	2.8381	0.0029	-0.001	-0.0018
Si	9.6625	1.3889	2.9252	0.0026	0.0002	-0.0032
Si	11.5653	5.509	2.872	-0.0063	0.0002	0.0066
Si	3.877	5.5026	2.9145	0.0067	0.0011	0.0013
Si	7.7369	5.5197	2.9276	-0.0022	-0.0056	-0.0048
Si	1.9136	6.8262	2.8604	-0.0005	0.0015	0.003
Si	5.8088	6.8664	2.8934	0.0008	0.0016	-0.0009
Si	9.6595	6.9049	2.9777	0.0026	0.0041	-0.0048
Si	1.913	2.8392	4.8288	-0.0052	-0.0065	0.0113
Si	5.8366	2.7273	4.7479	-0.0019	-0.0046	0.0057
Si	9.5982	2.8014	4.8365	-0.0048	-0.006	0.0048
Si	11.5405	4.1384	4.7813	0.0057	0.005	0.0064
Si	3.9194	4.1015	4.8245	-0.0022	-0.0012	0.0075
Si	7.7158	4.2079	4.8885	0.0056	0.0073	0.0049
Si	1.887	8.1516	4.8016	-0.0025	-0.0031	0.0076
Si	5.8075	8.2672	4.7903	-0.0011	-0.0092	0.0065
Si	9.6611	8.3299	4.9137	0.0015	-0.0059	0.0077
Si	11.6338	9.658	4.8884	0.0026	0.007	0.0047
Si	3.8158	9.4907	4.7892	0.0034	0.0058	0.0066
Si	7.7212	9.683	4.8838	-0.0014	0.0129	0.003
Si	11.5954	0.2366	6.7805	-0.0021	0.0075	-0.0119
Si	3.751	-0.0497	6.6599	-0.0083	0.0016	-0.0196
Si	7.7104	0.0608	6.9142	0.0006	0.0041	-0.0228
Si	2.0465	1.5083	6.7666	-0.0008	-0.0017	-0.0187
Si	5.7089	1.2773	6.6268	0.0167	-0.0026	-0.0076
Si	9.643	1.5233	6.8362	0.0062	-0.0068	-0.021
Si	11.5235	5.5023	6.7028	-0.0013	0.008	-0.0144
Si	3.9814	5.4343	6.7938	-0.0008	0.0111	-0.0069
Si	7.737	5.6742	6.8346	0.0001	0.0122	-0.0156
Si	1.9742	6.6435	6.6551	0.0003	-0.0105	-0.0178
Si	5.8108	6.9786	6.7501	0.0038	-0.0081	-0.0211
Si	9.7536	7.0443	6.9183	0.0039	-0.0128	-0.0164
O	9.9988	7.9723	8.3022	0.0101	0.0273	0.0057
O	7.6612	9.9323	8.2139	-0.0147	-0.0258	0.0093
O	7.3999	4.7376	8.1666	0.0001	-0.0182	0.0245
O	3.3691	10.3516	8.2055	-0.0003	-0.0154	0.0223
O	2.0372	7.5555	8.0241	-0.0015	0.0175	0.0112
O	4.0014	4.5887	8.2463	0.0022	-0.0233	-0.0029
O	9.7762	2.4502	8.2196	0.0071	0.031	0.0075
O	2.612	2.3434	8.1227	0.0188	0.0142	-0.0032
O	11.3831	4.5736	8.0669	-0.012	-0.0261	0.007
O	5.3596	2.374	7.816	-0.0172	0.017	-0.0053
O	5.8136	7.9811	8.0849	0.0078	0.029	0.0101
O	11.3095	10.3161	8.1533	-0.0137	-0.0323	0.0138
O	11.2831	10.0993	21.7893	-0.0025	-0.0335	-0.0044
O	3.2185	10.7287	21.5205	0.0079	-0.0243	-0.0293
O	5.7614	7.7506	22.1575	0.0102	0.0316	-0.0039
O	4.2404	4.4579	21.9623	0.0194	-0.0273	-0.0195
O	7.6694	9.6454	22.2722	-0.0156	-0.0546	-0.0268
O	10.3684	7.6785	22.194	0.0161	0.0311	-0.0045
O	1.6115	2.4264	22.1223	-0.0058	0.0131	-0.0011
O	5.9494	2.4423	21.8762	-0.0103	0.0409	-0.0216
O	8.4369	4.6966	22.2183	-0.0006	-0.0067	-0.0155
O	-0.0941	4.4564	22.0516	0.0059	-0.0484	-0.021
O	2.3393	7.2982	21.9165	-0.0071	0.0123	-0.0504
O	9.1192	1.8844	21.8539	0.0093	0.0126	-0.0135
Si	1.9164	7.785	9.6103	0.0025	0.0115	0.0175
Si	5.0481	0.5714	17.6841	-0.0006	0.004	-0.0443
Si	2.4883	5.4143	14.0185	-0.0022	-0.0006	0.0024
Si	10.5566	3.8616	14.0414	0.0042	0.0049	-0.0064
Si	8.2756	2.3853	15.2514	-0.0049	-0.007	-0.0112
Si	9.5505	2.2525	20.3251	0.0083	0.0047	-0.0258
Si	10.506	3.6503	9.0784	-0.0033	-0.001	0.0024
Si	0.035	2.3137	11.565	-0.003	0.0038	0.017
Si	11.0248	8.1313	15.3925	-0.0067	0.0036	-0.0115
Si	5.1617	6.9299	13.9908	0.0045	-0.0005	-0.0017
Si	5.753	2.6151	11.1202	-0.0012	0.0102	0.0191
Si	8.586	7.6833	19.3973	0.0036	0.0012	-0.039
Si	8.1207	4.8536	20.6271	-0.0039	-0.0032	-0.0265
Si	5.9217	9.5812	15.1976	0.0008	0.0007	-0.0087
Si	2.1354	7.6196	20.3342	0.0031	0.0212	0.0016
Si	1.9187	4.894	18.772	0.006	-0.0125	-0.0268
Si	4.49	3.4349	18.0096	-0.0079	0.0043	-0.0308
Si	8.5077	8.9252	16.8175	-0.0026	-0.002	-0.0288
Si	0.8303	9.4787	13.2978	0.0025	0.0073	0.0069
Si	9.9107	10.6519	11.7239	0.0013	-0.0078	0.0162
Si	5.3539	3.7138	21.0075	-0.0054	-0.0015	0.0203
Si	0.5788	5.5184	16.2532	-0.0002	-0.0032	-0.0154
Si	10.7837	9.1511	9.1514	-0.0059	-0.0008	-0.0028
Si	6.5641	8.8946	21.3154	0.016	-0.0002	0.0056
Si	7.1148	7.1107	11.4886	0.0037	0.0025	0.0127
Si	2.6746	0.7342	12.2165	0.0036	-0.0054	0.0124
Si	10.9169	8.6865	21.0356	-0.0083	0.01	-0.0015
Si	6.0336	4.3223	15.632	-0.0015	0.0035	-0.0158
Si	7.0835	0.4862	12.9727	0.0004	0.001	0.0093
Si	4.0592	2.9817	8.597	-0.0104	0.0078	0.0087
Si	0.8778	6.7395	11.8961	0.0049	-0.0004	0.0176
Si	6.5696	9.0486	9.0764	0.0036	0.006	0.0065
Si	0.6598	3.3085	21.1442	-0.0117	0.0128	-0.0048
Si	9.7985	6.51	12.8875	-0.0096	0.0038	0.0123
Si	7.7141	4.5383	9.7544	0.0033	-0.0034	0.0133
Si	4.004	10.071	20.2279	-0.0112	-0.0142	-0.0004
Si	4.2603	3.034	13.5297	0.0037	-0.0035	0.0037
Si	3.8546	10.0133	9.737	0.0011	-0.0023	0.0149
Si	8.0617	0.7785	18.0227	0.0059	-0.0009	-0.0401
O	11.5073	3.2283	12.8943	-0.0067	0.0066	0.002
O	9.3394	4.475	9.8818	-0.0047	0.0045	-0.013
O	8.8129	3.6194	19.8522	0.0024	-0.0066	0.0211
O	4.0616	-0.0855	18.813	0.004	0.0074	0.0181
O	11.3192	4.534	15.3048	-0.0042	-0.0023	0.0078
O	9.8531	9.7929	10.3259	-0.0084	0.0137	0.0042
O	3.7683	1.5291	13.1364	0.0021	0.0067	-0.0047
O	0.6526	9.0576	14.8642	0.0022	-0.0028	0.007
O	6.4818	0.9758	18.3818	-0.0041	-0.0009	0.0229
O	4.7499	3.1744	19.6096	-0.0129	-0.0051	-0.0094
O	6.2501	1.1782	11.7409	0.0053	-0.0079	-0.0121
O	0.5468	8.6359	9.8656	0.0154	-0.0035	-0.0132
O	5.6358	4.3131	17.2291	0	-0.0014	0.0172
O	8.443	7.2082	12.3952	0.0088	-0.0011	-0.0062
O	4.4083	2.6355	10.1553	0.0134	-0.0041	0.0063
O	2.067	5.6399	15.5765	-0.0028	-0.0019	0.0069
O	3.3777	0.0653	10.9149	-0.0098	0.0121	-0.0029
O	5.8862	7.2191	12.551	-0.0089	-0.0024	-0.0018
O	2.3133	6.3648	19.3362	-0.0009	-0.0127	0.0204
O	0.6399	4.9307	17.7711	-0.0051	0.0047	0.0122
O	8.4153	10.6901	12.3718	-0.0078	0.0047	-0.0084
O	5.4743	10.0791	9.6886	-0.0077	0.0048	-0.0158
O	0.6309	8.2153	20.2073	0.0048	-0.0039	0.0183
O	9.7632	2.6032	14.6758	-0.0028	-0.0004	0.0004
O	2.001	10.5895	13.2205	-0.0049	-0.0041	-0.004
O	9.9479	9.1006	16.1069	0.005	-0.0007	0.0119
O	6.1488	10.3478	13.7722	0	-0.003	-0.0029
O	7.454	1.5959	14.1005	0.0005	0.0048	0.0055
O	1.6385	3.9598	20.0561	0.0165	0.0212	-0.0051
O	5.9021	5.7879	14.9188	-0.0013	-0.0028	0.0068
O	7.3415	8.9409	15.6981	-0.0007	0.0002	0.0094
O	1.513	1.6718	11.6017	-0.0009	-0.0006	-0.0166
O	7.1944	8.2912	10.366	0.0029	-0.0139	0.0008
O	4.3205	1.9752	17.2912	0.0005	-0.0015	0.015
O	7.0348	3.164	10.2839	-0.0074	-0.0065	-0.0144
O	11.5435	7.005	16.4367	0.0012	-0.0016	0.0077
O	8.2916	10.1371	17.8487	0.0003	-0.0058	0.025
O	3.2698	8.5369	10.1017	-0.0037	-0.0035	-0.0193
O	7.5818	3.835	15.5232	-0.0012	-0.0026	0.0092
O	3.1239	4.2818	17.8939	0.0016	-0.0041	0.0226
O	2.9002	3.8861	13.6972	0.0011	0.0019	-0.0078
O	1.3371	8.2011	12.4407	-0.0019	0.0052	-0.0087
O	1.2051	5.6762	13.0661	0.002	-0.0033	-0.0052
O	4.9766	8.2989	14.8648	-0.0031	0.0003	0.0056
O	11.1728	2.4007	20.3391	-0.0044	-0.0085	0.0149
O	10.9782	9.9866	12.7559	0.0098	-0.0013	-0.0031
O	5.2917	3.5727	12.3685	-0.0038	0.0011	-0.0025
O	5.0801	3.1935	14.9235	-0.0018	0.0002	0.0073
O	6.4902	4.8086	20.5591	0.002	-0.0006	0.013
O	8.4019	1.5563	16.6431	0.0016	0.008	0.0047
O	10.4123	1.2393	11.4545	0.002	0.0005	-0.017
O	10.8731	6.614	11.656	-0.0032	-0.0001	-0.0134
O	3.3001	8.6551	19.8908	0.0066	0.0002	0.0271
O	1.7157	6.4376	10.5199	-0.0038	-0.0075	-0.0092
O	7.1796	8.2313	19.9903	0.0003	-0.0073	0.0098
O	8.4952	7.5885	17.7715	-0.0022	0.0012	0.0074
O	3.6728	6.4272	13.6112	-0.0012	-0.0011	-0.0033
O	9.5609	4.9613	13.344	0.0023	-0.001	-0.0053
O	5.5258	10.0166	20.8078	-0.022	0.0061	0.0024
O	10.3279	7.3667	14.1486	0.0012	-0.0015	0.0021
O	8.7809	6.1847	19.9925	0.0011	0.0126	0.0199
O	7.0705	5.7138	10.6609	-0.0027	0.0111	-0.0076
O	5.2715	10.541	16.3732	0.0035	-0.0062	0.0089
O	9.0583	1.1554	19.2499	-0.0072	-0.0061	0.0161
O	11.577	3.1627	10.1821	0.0124	-0.0101	-0.0005
O	9.7564	8.7114	19.8986	-0.0086	-0.0076	0.0072

Results
free energy: -144757.737 eV
free energy less fixed offsets of O -568.88, P -755.39, Si -635.61 eV per atom: -4.087 eV

The program warned: the cutoff lies below the one the program advises for these potential files; the forces do not sum to zero within the program's tolerance; the exchange-correlation potential is rough where the density is thin.
